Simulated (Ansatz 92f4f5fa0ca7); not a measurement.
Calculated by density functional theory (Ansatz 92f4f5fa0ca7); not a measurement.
Periodic cell of 252 atoms, Si144O100N8, from a study of silicon, its oxide and their interface. The atomic structure is a simulated model.

Settings
functional: r2SCAN
potential files: Ansatz PAW
basis: plane waves
wave-function cutoff: 800 eV
density cutoff ratio: 5
exchange-correlation grid ratio: 1
k mesh: 1 x 1 x 1, shifted by 0.5 0.5 0 of a step
self-consistency stop: 1e-10 eV per atom in the density residual
occupations: fixed
spin: none
net charge: 0

Cell vectors (angstrom)
a  10.888  0  0
b  0  10.888  0
c  0  0  35.3074

Atoms and the computed forces on them: element, x, y, z (angstrom), force x, y, z (eV/angstrom)
Si  -0.1883  0.5664  0.0833  -0.0682  0.0538  0.1002
Si  2.5427  3.4797  0.2631  -0.0385  0.0628  0.1428
Si  0.6407  5.0364  0.2472  0.0347  -0.0025  0.2379
Si  3.0436  8.2207  -0.071  -0.0169  0.0002  0.2095
Si  5.7519  0.1363  -0.0203  0.0149  -0.0275  0.2341
Si  8.8659  2.2007  -0.0416  0.1122  -0.0308  0.2364
Si  5.6733  6.6417  -0.5604  -0.0357  -0.0062  0.2744
Si  7.6724  8.9001  -1.2594  -0.0352  0.0462  0.2401
Si  1.4942  1.598  1.4003  0.0707  -0.0063  0.0665
Si  4.3255  4.4077  1.657  0.0134  -0.0407  0.0649
Si  1.5599  6.895  1.3186  0.0119  -0.0341  -0.0361
Si  4.2546  9.6534  1.3042  -0.0246  0.0238  -0.0031
Si  7.0728  1.4252  1.3701  -0.0267  -0.0221  -0.0282
Si  9.6691  4.0118  1.3028  0.0627  0.0586  -0.0273
Si  6.0881  6.1914  1.6294  0.0375  0.126  0.179
Si  9.5789  9.6584  1.1966  0.0773  -0.0254  0.2164
Si  0.0082  2.7218  2.8393  0.0175  0.0008  0.04
Si  2.7913  0.0548  2.6441  0.0108  -0.0411  0.047
Si  0.0208  8.2006  2.5458  -0.0177  0.0059  0.0064
Si  2.7294  5.5613  2.9097  0.0062  -0.006  -0.022
Si  5.5656  2.7171  2.7204  0.054  0.0146  0.0346
Si  8.2116  -0.0627  2.7557  0.0072  0.0166  -0.0161
Si  5.3567  8.1412  2.7805  0.0634  -0.0509  -0.0516
Si  8.1272  5.346  2.5803  -0.0433  0.0349  -0.0272
Si  1.3508  4.1252  4.1549  -0.0321  -0.0135  0.0555
Si  4.1576  1.3559  4.0395  -0.0569  0.0373  -0.0041
Si  1.367  9.5548  3.9899  -0.004  0.0119  -0.0091
Si  4.0232  6.9172  4.2638  0.0002  -0.0456  0.0139
Si  6.8831  4.0486  4.1234  -0.0407  -0.0521  0.0207
Si  9.5347  1.3178  4.1333  0.0122  0.0104  0.0148
Si  6.8077  9.473  4.0834  -0.0004  -0.0354  0.016
Si  9.5144  6.8018  3.9054  -0.0424  0.0078  0.0149
Si  0.0302  -0.0197  5.4308  0.0228  0.0304  -0.0079
Si  2.7872  2.7205  5.4036  0.0094  -0.0103  -0.0154
Si  -0.0469  5.5051  5.4265  -0.0347  -0.0964  -0.0077
Si  2.6366  8.253  5.5411  -0.0789  -0.0405  -0.0337
Si  5.4474  -0.0205  5.4463  0.0009  0.0068  -0.0315
Si  8.1942  2.6878  5.5144  0.0143  -0.0027  -0.0068
Si  5.4728  5.464  5.4219  -0.0105  -0.0115  -0.0015
Si  8.2078  8.1169  5.3806  0.0503  0.0216  -0.0092
Si  1.4062  1.3577  6.7504  -0.0122  0.0242  0.0223
Si  4.1123  4.0951  6.7717  0.0041  0.0386  -0.0145
Si  1.2816  6.8432  6.8671  0.0503  0.0038  0.007
Si  4.0568  9.5776  6.8587  0.0097  -0.018  -0.0123
Si  6.7981  1.322  6.8415  0.0011  -0.0043  -0.018
Si  9.5596  4.1001  6.8212  0.0178  0.0069  0.0068
Si  6.8461  6.787  6.7717  -0.0197  0.0104  -0.029
Si  9.5366  9.4933  6.7678  -0.013  -0.0028  0.0319
Si  0.0921  2.7329  8.1285  -0.0089  -0.0225  -0.0126
Si  2.6492  0.0135  8.2136  0.0715  0.0114  0.0057
Si  -0.0694  8.2029  8.2525  -0.0135  -0.024  0.0182
Si  2.7103  5.4186  8.1337  0.0132  -0.0289  0.0236
Si  5.4551  2.7535  8.1557  -0.0243  -0.0296  -0.0011
Si  8.1585  -0.0839  8.1682  0.0079  0.0501  -0.008
Si  5.48  8.162  8.1093  -0.022  -0.0166  0.044
Si  8.1611  5.4324  8.1644  0.0005  -0.0302  0.0204
Si  1.3702  4.0999  9.5863  -0.0073  0.047  0.0662
Si  3.9896  1.4672  9.4521  0.0022  -0.0118  0.0248
Si  1.3079  9.5324  9.6558  0.0445  -0.0169  0.0456
Si  4.1538  6.7509  9.4161  -0.0197  -0.0086  0.0453
Si  6.8711  4.0416  9.547  -0.0262  0.0269  -0.0023
Si  9.6173  1.2997  9.3861  -0.0489  0.0489  0.0229
Si  6.7666  9.4726  9.5882  -0.0245  0.0566  0.0669
Si  9.392  6.8527  9.5629  0.0157  -0.0075  0.012
Si  -0.1227  0.0738  11.0207  0.0765  -0.0483  0.0797
Si  2.7318  2.7229  11.0033  0.0461  -0.0817  -0.0071
Si  -0.1081  5.4918  10.8284  0.0586  -0.0929  0.0511
Si  2.7908  8.031  10.7918  -0.0498  0.0871  -0.0897
Si  5.3003  0.0633  10.7172  0.0326  -0.0011  -0.0256
Si  8.3329  2.6048  10.7835  0.0794  -0.0677  -0.0342
Si  5.5046  5.4566  10.8461  -0.03  -0.0587  0.0594
Si  8.0644  8.1071  11.1061  -0.0115  0.0036  0.059
Si  1.2903  1.4539  12.4259  0.0051  0.0022  -0.0225
Si  4.3488  3.9873  12.2077  -0.0596  0.0603  0.0774
Si  1.3089  6.8118  12.1357  -0.0089  0.058  0.0961
Si  3.9291  9.604  12.0603  0.0035  0.0502  0.0044
Si  6.9013  1.1871  11.9855  0.0088  0.0468  0.056
Si  9.609  4.0004  12.2359  0.0179  -0.0534  0.0213
Si  6.7929  6.5603  12.5011  -0.0548  0.0347  0.0672
Si  9.3708  9.5565  12.4605  -0.0797  0.069  0.0645
Si  0.4139  3.2787  13.7162  -0.0328  0.0272  0.0299
Si  2.107  -0.5283  13.4119  -0.2079  -0.1671  -0.2795
Si  0.4331  8.6106  13.4482  0.1627  0.1131  -0.1809
Si  3.8861  4.952  14.2931  -0.1395  -0.0294  -0.1641
Si  5.2818  2.3021  15.14  -0.1168  0.0176  0.0561
Si  7.793  0.9136  15.5041  -0.1081  -0.0165  -0.2513
Si  5.2773  9.2042  13.9174  0.0374  -0.0126  -0.1928
Si  7.8697  4.8003  13.5855  -0.0363  -0.0403  -0.1459
Si  1.6177  5.3517  13.9998  0.0284  -0.1916  -0.2603
Si  6.2213  3.0071  13.1985  0.0589  0.1664  -0.2149
Si  3.6618  10.4335  15.1236  0.1312  -0.0718  -0.1258
Si  5.3163  6.9172  14.4304  0.1194  0.1406  -0.1062
Si  8.6904  5.5666  15.7644  -0.0726  -0.0755  -0.2112
Si  10.0901  2.8157  15.7235  0.0607  0.0495  -0.3334
Si  7.408  10.4547  13.6024  0.0019  -0.1512  -0.0645
Si  11.4225  7.0707  15.2276  0.0544  -0.0023  -0.1436
Si  8.468  3.1793  32.29  0.0323  -0.0047  0.3094
Si  16.9603  -10.6264  27.9587  -0.0056  -0.0387  0.1977
Si  4.7362  9.6661  17.6766  -0.0473  -0.0083  -0.2784
Si  3.6086  3.6742  17.0334  0.0295  0.0417  -0.2351
Si  11.8548  13.1872  18.1188  -0.0344  0.0292  -0.3656
Si  2.8302  5.8316  23.9577  0.0402  0.058  -0.0587
Si  15.2603  18.1534  19.2251  -0.0422  0.0093  -0.332
Si  17.9584  0.6478  20.3384  0.0418  -0.024  -0.2575
Si  6.0936  7.1531  16.6958  0.1094  -0.0583  -0.3326
Si  10.0125  3.1492  27.7176  -0.0177  0  0.1948
Si  8.9436  9.6182  19.3446  0.0621  0.0705  -0.2296
Si  12.4499  18.7973  19.8411  0.0642  -0.0175  -0.3142
Si  12.2398  3.1683  23.2222  -0.0007  -0.0437  -0.1485
Si  5.8225  1.7275  17.9292  -0.0479  -0.0572  -0.4161
Si  13.6338  9.5723  22.1829  -0.0222  -0.0717  -0.2086
Si  8.0074  17.9194  22.5088  0.0284  0.0013  -0.2201
Si  1.5203  -2.3716  24.7951  0.0273  0.0451  0.0072
Si  10.2691  4.622  18.0797  -0.0203  0.0282  -0.3121
Si  12.6213  9.1378  17.1367  0.024  -0.0044  -0.2674
Si  10.2228  10.9797  17.0419  0.0355  0.1034  -0.1788
Si  16.2183  -0.2165  22.7356  0.0499  -0.0302  -0.1606
Si  7.863  -5.6968  24.7178  0.0234  0.0726  0.0258
Si  9.5216  20.0908  24.218  -0.0127  0.0262  -0.0939
Si  15.8162  -3.3276  22.2177  -0.0151  0.0342  -0.2565
Si  8.8231  5.9273  27.3589  0.0094  0.0165  0.1643
Si  9.4609  6.9169  19.7337  0.0584  -0.0397  -0.2753
Si  12.9693  9.2242  27.737  -0.0015  -0.0635  0.2074
Si  6.0742  -6.2012  28.3897  -0.025  0.0344  0.242
Si  23.5744  13.6509  29.1119  0.0332  0.0182  0.2516
Si  14.15  11.9728  27.3406  -0.0223  0.0314  0.1731
Si  4.4975  -12.6057  29.4254  -0.0363  0.0226  0.2339
Si  4.1561  2.1455  33.3565  -0.0009  0.0094  0.2094
Si  5.8553  -6.303  32.6241  0.0098  -0.0015  0.2667
Si  7.5183  10.9933  25.0879  -0.0493  -0.0066  0.0653
Si  25.515  1.7336  24.5127  -0.0089  -0.0483  0.0266
Si  23.248  1.2478  20.9087  -0.0461  -0.0335  -0.2862
Si  -0.2906  18.6089  29.0679  0.0114  -0.0322  0.2995
Si  -6.2695  17.3667  30.4162  -0.0219  -0.0688  0.2468
Si  -1.3224  2.5543  24.876  0.0564  0.0082  0.0631
Si  -3.3261  2.3215  29.492  0.0189  0.0368  0.2802
Si  9.6163  10.9132  21.7308  -0.0595  -0.0614  -0.2488
Si  20.6126  8.0923  31.9607  -0.0191  -0.0085  0.2843
Si  2.8286  11.3138  31.0743  -0.0117  -0.0353  0.3268
Si  10.5908  5.2837  32.5414  -0.03  0.0279  0.2407
Si  12.9713  17.134  17.6214  -0.0678  0.0117  -0.2174
Si  15.8938  4.3409  25.4912  0.0388  0.0138  0.1259
Si  12.6067  16.5112  30.312  -0.0324  0.0173  0.2314
Si  1.154  -1.1451  33.1261  0.0097  -0.0097  0.2477
O  4.1637  -3.6451  34.5332  0.0063  -0.0327  -0.1098
O  -8.8834  -1.3671  23.6201  -0.0306  0.0258  0.0683
O  6.6701  -0.7175  34.2184  0.0918  -0.0506  -0.1424
O  0.0414  5.4317  34.0941  -0.0396  0.0278  -0.2286
O  4.8979  1.2657  34.4833  -0.0557  0.0776  -0.1141
O  -2.5734  11.8182  21.3496  0.0442  0.0309  0.1081
O  15.7246  13.7644  24.8255  0.0153  -0.0082  -0.03
O  12.7102  -3.9068  24.4438  -0.0239  -0.0514  0.0169
O  0.1677  -2.3593  32.7606  -0.0133  -0.033  -0.0869
O  13.4583  2.4953  27.7105  0.0242  -0.0137  -0.1121
O  0.6222  -15.3399  29.4528  -0.0331  0.0245  -0.1131
O  1.0968  -5.5538  31.7614  0.0859  0.003  -0.1388
O  5.7021  5.1447  34.1267  0.0085  -0.0897  -0.2343
O  6.7685  7.5672  34.0055  0.0509  0.0038  -0.1037
O  7.5385  6.3629  16.6415  0.0502  0.0344  0.2138
O  11.3813  9.9785  16.4783  -0.0497  0.0331  0.0876
N  6.4959  1.7618  16.3264  0.0388  0.0875  0.2984
O  -0.9429  10.6282  18.5886  -0.0448  -0.0415  0.158
O  5.3231  6.6186  18.0571  -0.074  -0.0379  0.2027
N  3.2873  9.7877  16.7059  0.0661  -0.0089  0.1828
O  5.9475  8.814  16.9169  -0.0171  0.0289  0.1713
O  10.8701  3.352  18.8736  -0.0185  -0.0322  0.162
O  10.6948  2.8528  23.7151  -0.0327  0.0058  0.0196
O  12.3393  -1.7615  18.7512  -0.0202  -0.0072  0.2199
O  15.604  -9.7569  28.0221  -0.0121  0.021  -0.0535
O  15.0622  11.9809  15.1891  -0.147  0.1744  0.013
N  15.19  3.6958  15.483  0.0917  -0.0628  0.0881
O  13.3569  10.9672  21.4075  0.0533  -0.012  0.0844
O  11.0287  7.166  20.0781  -0.0132  0.0091  0.0856
O  10.8276  19.6012  24.995  -0.0183  -0.0149  0.0225
O  25.4239  5.1764  25.2015  -0.0268  0.0018  0.0014
O  15.1353  11.7347  23.2841  -0.0242  0.0519  0.0205
O  7.4492  -0.6644  19.4317  -0.0719  0.0064  0.1112
O  8.4628  6.2413  25.8068  -0.0233  0.0138  -0.0807
O  14.1349  16.1282  17.1632  -0.0055  0.0428  0.0933
N  9.495  4.2228  16.5865  -0.0047  0.0278  0.276
N  12.4922  -3.3677  16.5395  0.0708  -0.0252  0.235
O  37.7678  8.02  30.3851  0.0029  0.0451  -0.0828
O  3.5759  12.003  32.3026  -0.0375  -0.0657  -0.1459
O  15.2958  19.7707  19.0383  0.021  -0.0148  0.1991
N  13.5854  6.8434  19.0945  0.023  0.0353  0.2116
O  2.184  15.1228  29.6388  0.0239  -0.0765  -0.0985
O  9.867  6.6989  15.5993  -0.1666  0.106  0.0537
O  11.5896  16.3547  17.7489  -0.0115  -0.0058  0.0799
O  -2.0727  12.9803  15.0072  0.0052  -0.1215  -0.0119
O  6.7752  12.7223  19.2522  0.0856  0.0024  0.1766
O  2.195  13.8143  17.2775  -0.0062  -0.0276  0.0593
O  1.8598  15.6033  23.2665  -0.0067  0.0151  0.0245
O  8.4367  -1.2079  25.3076  0.0052  0.0096  0.0153
O  6.2588  15.9893  24.8275  -0.0254  0.0099  -0.0307
O  22.4231  8.8148  28.3439  0.0309  0.0673  -0.1043
O  10.8551  0.8661  21.2368  -0.0173  0.0104  0.0771
O  4.9288  6.9855  20.6949  0.0603  0.0054  0.2233
O  13.0674  -9.2841  30.1782  -0.0501  0.0908  -0.1741
O  9.8981  8.3861  30.3798  0.0313  0.0114  -0.2148
O  7.4551  -5.4256  28.0804  0.0314  0.015  -0.0684
O  9.5051  9.5439  20.8633  0.0288  0.0387  0.1552
O  20.7405  10.4701  23.25  0.0127  -0.0077  0.1285
N  15.3164  9.2156  22.4172  0.0054  0.0371  0.0894
O  19.8614  19.0117  18.7449  0.0066  -0.0489  0.1047
O  5.1258  11.1656  18.0642  0.0141  0.0034  0.1339
O  8.5594  14.6808  25.007  -0.0116  -0.0239  -0.0068
O  3.9397  6.536  23  -0.0377  -0.0729  0.0821
O  1.6739  13.5341  21.7087  0.0174  0.0825  0.1326
O  4.7161  13.8213  17.9837  -0.0191  0.0163  0.1332
O  20.1762  5.4995  18.989  -0.0522  0.085  0.1513
O  23.3885  12.2774  19.288  0.0339  -0.0485  0.23
O  19.0969  5.6006  23.2079  -0.01  -0.0323  0.0448
O  14.4045  0.7854  25.788  0.0087  0.0114  -0.0999
O  10.3223  2.4051  26.3101  0.0005  -0.035  -0.117
N  21.6809  12.5779  16.8761  0.105  -0.0951  0.2655
O  13.1965  9.0998  34.0681  -0.0629  0.0672  -0.1674
O  2.2906  13.2326  24.2271  -0.015  0.0128  0.0277
O  -6.9772  -22.2568  30.2925  0.07  -0.0649  -0.1363
O  8.7532  21.695  16.3799  0.0638  -0.0654  0.1546
O  8.9582  8.0572  23.2688  0.0289  0.0114  0.056
O  17.2819  3.4533  29.402  -0.0265  0.003  -0.087
O  8.5102  1.3312  24.696  -0.0006  0.0208  -0.0201
O  24.754  24.7859  34.0527  -0.026  -0.0084  -0.1088
O  11.1076  2.7521  28.8219  -0.066  -0.0097  -0.0827
O  24.7971  17.4046  30.5515  -0.0008  0.0318  -0.0668
O  20.471  -4.4017  32.139  -0.0384  0.0295  -0.0997
O  8.3707  13.2543  33.6937  -0.0679  0.0179  -0.254
O  6.4752  7.5134  22.6796  0.0027  0.0045  0.0675
O  8.6107  13.5645  28.331  0.0571  0.0072  -0.1251
O  17.9123  11.7412  29.1171  -0.0268  -0.0493  -0.0831
O  3.2864  -2.3627  28.5583  -0.0514  -0.0159  -0.1033
O  -1.4549  -3.6478  28.0605  -0.0622  -0.0233  -0.1072
O  17.4178  -0.2461  23.8318  0.0372  0.0029  0.038
O  9.9338  4.7482  27.4741  0.0131  0.0045  -0.0477
O  5.244  16.594  31.6692  -0.0545  0.0823  -0.1821
O  -5.7464  3.1437  32.5615  0.0065  0.0034  -0.1038
O  17.603  0.3491  26.4737  0.0348  0.0209  -0.1317
O  8.1936  -8.6252  30.9863  -0.0421  -0.0691  -0.2202
O  8.4643  -4.0066  20.9824  -0.0939  0.0087  0.1779
O  16.7093  11.2345  21.2951  -0.0865  -0.0158  0.1417
O  13.0034  -2.4981  21.265  0.0455  0.063  0.1884
O  1.7041  10.3481  31.7319  0.0444  0.0304  -0.171
O  8.4877  8.8995  32.6424  0.05  0.0086  -0.1259
O  8.6903  30.6486  35.3278  -0.0378  -0.007  -0.1197
O  -5.8336  -5.1707  29.0747  0.048  -0.0568  -0.1491
O  7.4081  4.3892  32.2838  0.0133  0.0378  -0.1098
O  -5.5509  4.1542  27.0578  -0.0431  -0.0306  -0.1335
O  11.2517  0.0251  33.9294  0.0301  -0.0351  -0.1928
O  9.9278  3.8532  32.2011  0.0028  -0.028  -0.1198
O  13.1284  19.7236  26.1909  0.0108  -0.0163  -0.1081
O  13.1607  -0.068  27.8909  -0.0239  0.0082  -0.0617
O  5.6684  9.6478  28.4076  0.0364  0.0321  -0.0996

Results
free energy: -152239.673 eV
free energy less fixed offsets of N -386.36, O -570.45, Si -639.56 eV per atom: -7.153 eV

The program warned: the cutoff lies below the one the program advises for these potential files; the forces do not sum to zero within the program's tolerance; empty levels may hold ghost states of the PAW files; the exchange-correlation potential is rough where the density is thin.
